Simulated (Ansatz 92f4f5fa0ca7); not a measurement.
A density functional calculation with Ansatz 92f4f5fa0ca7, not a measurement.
Periodic cell of 220 atoms, Si132O88, from a study of silicon, its oxide and their interface. The atomic structure is a simulated model.
This geometry differs little from another in the collection (a relaxation step or a small displacement).

Settings
functional: r2SCAN
potential files: Ansatz PAW
basis: plane waves
wave-function cutoff: 800 eV
density cutoff ratio: 5
exchange-correlation grid ratio: 1
k mesh: 1 x 1 x 1, shifted by 0.5 0.5 0 of a step
self-consistency stop: 1e-10 eV per atom in the density residual
occupations: fixed
spin: none
net charge: 0

Cell vectors (angstrom)
a	10.888	0	0
b	0	10.888	0
c	0	0	31.7199

Atoms and the computed forces on them: element, x, y, z (angstrom), force x, y, z (eV/angstrom)
Si	0.0605	0.4733	-0.2496	-0.0143	-0.0108	-0.0469
Si	3.6597	2.1607	0.022	-0.0013	0.0118	-0.0299
Si	-0.3229	5.6774	0.0485	0.0047	-0.0051	-0.0375
Si	2.9949	8.0589	0.1907	-0.0066	0.0076	-0.0334
Si	5.1471	0.2192	0.1446	0.0046	-0.0131	-0.0295
Si	8.4639	2.5265	0.121	0.0034	-0.0043	-0.0339
Si	5.0832	5.6665	0.0978	-0.0048	-0.0018	-0.029
Si	8.3826	7.8978	0.0741	0.0012	0.0068	-0.0343
Si	1.6316	1.4809	1.1315	0.0012	0	0.0034
Si	4.1494	4.0015	1.4461	0.002	0.0008	-0.0001
Si	1.3325	6.8121	1.3213	-0.0017	-0.0022	0.0014
Si	4.1297	9.5509	1.5475	-0.0001	-0.0001	-0.0009
Si	6.8482	1.3277	1.3521	0.0015	0.0029	0.0023
Si	9.5148	4.1366	1.4418	-0.0002	-0.0029	0.0016
Si	6.7825	6.7415	1.3159	-0.0007	-0.0034	0.0046
Si	9.5445	9.3076	1.5004	0.0128	0.0128	-0.0158
Si	0.1407	2.7476	2.6135	0.0034	-0.0016	-0.0072
Si	2.681	0.0349	2.7289	0.0003	0.001	-0.0007
Si	0.0481	8.0674	2.8577	0.0075	-0.0019	-0.0024
Si	2.6781	5.3855	2.6909	-0.0016	0.0011	-0.0018
Si	5.5506	2.7042	2.7904	0.0019	-0.0007	-0.0017
Si	8.2169	-0.0452	2.7094	0	0.0039	-0.0041
Si	5.5273	8.1423	2.7676	0.001	-0.0013	-0.0019
Si	8.1117	5.4271	2.7767	-0.0027	0.0017	-0.0025
Si	1.3691	4.0708	4.1093	0.001	-0.0044	-0.001
Si	4.0954	1.3619	4.0776	0.0002	-0.0016	0.0022
Si	1.3716	9.5324	4.1165	-0.0029	-0.0008	-0.0017
Si	4.0853	6.7668	4.0401	0.0007	0.0023	0.0005
Si	6.8368	4.0619	4.1709	0.0005	-0.0001	0
Si	9.6174	1.365	3.9923	-0.0019	0.0001	0.0025
Si	6.8591	9.5168	4.119	-0.0022	-0.001	-0.0016
Si	9.5082	6.7509	4.1446	-0.0022	-0.0001	0.0019
Si	0.0037	0.0058	5.4386	0	0.0003	-0.001
Si	2.753	2.7197	5.4513	-0.0003	0.001	0.0012
Si	-0.008	5.4025	5.4763	-0.0034	-0.001	0.0021
Si	2.7509	8.1551	5.4313	-0.0008	-0.0039	-0.0015
Si	5.4461	-0.0069	5.4397	-0.0014	-0.0012	0
Si	8.2418	2.69	5.4338	0.0029	-0.001	-0.0004
Si	5.4286	5.4316	5.4514	-0.0007	0.0004	0.0004
Si	8.1853	8.1581	5.4823	-0.0002	-0.0014	0.001
Si	1.3749	1.3558	6.7908	0.0011	0.0004	0.0004
Si	4.0872	4.0835	6.8214	-0.0011	-0.0013	-0.002
Si	1.3555	6.8071	6.7939	-0.0004	-0.0006	-0.0003
Si	4.0844	9.5265	6.8057	-0.0005	0.0014	-0.0008
Si	6.8148	1.3649	6.7862	-0.0007	0.0001	-0.0003
Si	9.5375	4.0606	6.8383	0.0008	-0.0002	0
Si	6.789	6.8022	6.8027	0.001	-0.002	-0.0001
Si	9.5282	9.5427	6.811	0.0005	0.0001	0.0006
Si	0.0263	2.7095	8.1582	-0.0007	0.0007	0.0012
Si	2.7	-0.0103	8.1693	-0.0006	-0.0014	-0.0006
Si	-0.0208	8.1639	8.1598	-0.0007	0	0.0001
Si	2.7182	5.4446	8.1542	-0.0015	0.0012	0.0014
Si	5.4601	2.7364	8.1741	0.001	0.0005	-0.0004
Si	8.1472	0.0002	8.1542	-0.0017	0.0002	0.0008
Si	5.4392	8.1727	8.1512	0	-0.0014	0.0015
Si	8.152	5.4471	8.162	-0.0007	-0.0006	0.0008
Si	1.3616	4.0854	9.5149	-0.001	0.0001	-0.0034
Si	4.06	1.3766	9.5077	-0.0003	0.0005	-0.0024
Si	1.3066	9.5222	9.5318	-0.0002	0.0005	0.0017
Si	4.067	6.8271	9.4927	0.0002	-0.0011	-0.001
Si	6.8098	4.1166	9.5516	-0.0015	-0.0017	0.003
Si	9.5121	1.3782	9.4784	-0.0007	-0.0013	0.0004
Si	6.7901	9.5233	9.5146	0.0006	-0.0002	-0.003
Si	9.4841	6.8249	9.5357	-0.0001	0.0008	0.0007
Si	-0.0981	0.0051	10.8624	-0.0007	0.0017	0.002
Si	2.7034	2.7344	10.8984	0.0001	-0.0005	-0.0003
Si	-0.027	5.4384	10.8428	0.0007	0	-0.0016
Si	2.6689	8.1334	10.8525	0.0005	-0.0039	-0.0011
Si	5.4147	-0.0014	10.8334	0.0007	-0.0005	-0.0033
Si	8.209	2.7428	10.8689	0.0022	-0.0003	0.0007
Si	5.443	5.5271	10.8772	-0.0005	0.001	0.0023
Si	8.1207	8.1891	10.9329	-0.0008	0.0013	-0.0017
Si	1.2646	1.3438	12.1944	-0.0015	0.0024	0.0023
Si	4.0802	4.1737	12.1886	-0.0037	0.0021	0.0039
Si	1.2956	6.7751	12.2213	-0.0012	-0.0017	-0.0019
Si	4.0162	9.5214	12.1507	0.0025	-0.0016	-0.0026
Si	6.8104	1.3682	12.1363	0.0007	-0.0042	-0.0035
Si	9.5796	4.0901	12.2643	0.0015	-0.0004	0.0016
Si	6.756	6.8683	12.3407	-0.0013	-0.0001	-0.0002
Si	9.4159	9.6056	12.2996	-0.002	-0.0006	0.0017
Si	0.0211	2.6843	13.6782	-0.001	-0.0006	0.0013
Si	2.6315	-0.0286	13.4871	-0.0001	-0.0003	-0.0013
Si	-0.0367	8.2283	13.5303	-0.0011	0	-0.0027
Si	2.665	5.4187	13.6085	0.0008	-0.0023	0.0026
Si	5.5083	2.7996	13.4171	0.0002	0.0017	0.0036
Si	7.9881	0.0592	13.7017	-0.0027	-0.0001	-0.0019
Si	5.304	8.2731	13.6597	-0.0003	0.0032	-0.0029
Si	8.1969	5.4532	13.6036	-0.0008	0.0016	-0.0014
Si	1.7929	3.6586	14.9609	-0.005	-0.0009	0.0363
Si	4.0441	1.4495	14.5675	-0.0032	0.0019	0.0214
Si	1.5301	9.3109	14.9048	-0.0063	0.0035	0.0367
Si	3.7102	7.0577	14.9152	0.0045	-0.0053	0.0364
Si	7.0368	3.8591	14.866	-0.0037	0.0076	0.0347
Si	9.2174	1.6139	14.9613	0.0072	-0.0034	0.0312
Si	6.1465	10.0647	14.9995	0.0008	-0.006	0.0428
Si	9.5008	6.9232	14.8838	-0.0007	0.0005	0.0386
Si	29.4091	-11.3224	21.1941	-0.0027	0.002	0.0228
Si	-2.7047	-1.0641	27.1292	0.0068	0.0023	-0.0486
Si	4.3776	15.7315	26.6314	0.001	0.0138	-0.0449
Si	21.2323	13.6852	24.8137	-0.0045	0.0037	-0.0278
Si	13.3204	0.7732	27.4267	0.0043	0.0072	-0.0412
Si	9.535	5.7292	20.9617	-0.0024	0.003	0.0187
Si	-1.149	14.433	19.0001	-0.01	-0.0026	0.0458
Si	11.6497	19.908	23.6856	-0.0011	0.0011	-0.0101
Si	-13.5873	12.8488	29.0882	0.0058	-0.0039	-0.0661
Si	0.7429	11.204	20.0031	0.0039	-0.0062	0.0423
Si	5.2724	2.5957	21.6145	0.0007	-0.0079	0.0167
Si	13.5455	-1.5543	29.0586	-0.0007	0.001	-0.0729
Si	4.2209	14.9889	29.5103	-0.0091	0.0084	-0.0658
Si	0.2681	22.1189	17.0558	0.0094	0.0091	0.07
Si	10.0501	0.6062	22.5233	-0.0022	-0.002	0.0101
Si	4.7555	-0.4425	22.19	0.0009	-0.0003	0.0009
Si	-9.6697	15.9386	29.268	0.0055	0.0062	-0.0612
Si	9.5833	7.6118	25.6292	-0.0024	-0.0072	-0.0323
Si	-7.2232	18.6031	26.8543	0.0018	-0.0054	-0.0404
Si	13.1974	19.6513	21.202	0.0065	-0.0007	0.0176
Si	7.1282	23.774	19.5475	-0.0018	-0.005	0.0335
Si	16.4272	-16.1156	17.0275	0.0001	-0.0034	0.0697
Si	19.9065	19.0993	19.5652	0.0091	-0.0068	0.0443
Si	-4.7275	3.5839	24.3771	0.0051	0.0068	-0.0224
Si	-6.2829	25.2661	18.9617	0.0013	-0.0164	0.0442
Si	-0.3214	0.3875	28.4373	-0.0037	0.0006	-0.0638
Si	-9.9731	7.5504	27.6956	-0.0038	-0.0005	-0.05
Si	-10.0535	17.8829	19.547	-0.0002	0.0118	0.0409
Si	-3.1728	1.8482	26.266	0.0097	0.0078	-0.0403
Si	12.6221	36.175	26.8124	0.0012	-0.004	-0.0409
Si	12.6751	-19.4585	18.4659	0.0046	0.0015	0.0563
Si	11.097	16.1774	17.088	-0.0079	0.003	0.07
Si	-3.458	-13.6072	16.9371	0.0087	-0.0045	0.0718
Si	-3.8923	20.8629	29.7408	0.0104	0.0031	-0.0687
Si	14.2813	-0.855	25.0085	-0.0051	-0.0043	-0.0258
Si	8.8339	16.1084	23.9041	-0.0049	-0.0041	-0.0081
O	0.356	0.1808	-1.8217	0.005	0.009	0.057
O	-1.4898	-6.6719	-11.2869	-0.0003	-0.0054	-0.0204
O	11.1831	-6.1529	-1.1635	-0.018	0.0044	0.0435
O	-7.6072	11.1896	-5.5868	-0.0044	0.0054	0.0245
O	-1.4213	6.7847	-0.5188	-0.0012	-0.0008	0.0142
O	-3.0949	8.8516	-1.1253	0.0147	-0.0193	0.0379
O	16.1451	3.1996	-8.6194	0.0044	0	0.002
O	-8.2823	13.2496	-4.1689	0.0017	-0.0031	0.0173
O	11.2855	3.0334	-12.7597	0.0031	0.001	-0.0193
O	16.1872	4.4602	-6.3287	-0.0056	0.0045	0.0168
O	14.964	30.4922	-6.0626	-0.0003	-0.0061	0.0162
O	-11.6958	26.0119	-7.5722	0.001	-0.0062	0.009
O	4.0544	6.8948	-0.265	0.0036	-0.001	0.0125
O	8.0333	13.9	-1.407	0.0064	0.0075	0.0443
O	-2.4431	7.843	15.7236	0.0155	-0.0091	-0.0384
O	7.2659	0.4085	19.8466	-0.0004	0.0081	-0.0167
O	2.6025	-2.7155	15.419	0.0007	-0.0006	-0.015
O	3.7802	9.3902	21.4245	-0.0039	0.0008	-0.0036
O	-0.3276	17.1415	15.927	-0.0135	0.015	-0.0406
O	-0.2348	1.0269	21.0762	0.0032	-0.0003	-0.0167
O	10.6142	-2.7322	19.2524	-0.0019	0.0008	-0.0156
O	21.5669	18.9467	24.531	-0.0041	-0.0017	0.0093
O	18.334	4.4151	23.891	0.0008	-0.0011	0
O	1.3281	-0.9826	20.6842	-0.0083	0.0082	-0.014
O	3.0442	13.4937	15.2646	0.0048	-0.0026	-0.022
O	11.6879	15.0899	27.95	-0.0017	0.0074	0.0303
O	9.7684	4.6207	17.7721	0.0067	0.0117	-0.0304
O	33.5181	-7.9814	25.6109	0.0072	0.0009	0.0171
O	3.1595	3.1425	18.302	-0.0068	0.0021	-0.0181
O	1.232	9.0135	28.3141	0.0068	0.0063	0.021
O	-12.137	12.3048	31.5871	0.0079	-0.0031	0.0253
O	8.2424	-2.2535	18.235	-0.0167	0.0015	-0.0425
O	1.2161	15.0974	16.4108	0.0124	-0.01	-0.0446
O	15.4895	-15.3523	26.8557	-0.0015	-0.0018	0.0133
O	-10.0555	9.9525	16.2453	0.01	-0.0173	-0.0419
O	-2.4348	0.4347	22.3022	-0.0002	0.0002	-0.0034
O	10.8227	0.0048	18.615	-0.0046	-0.0003	-0.0385
O	2.9717	10.8948	28.7538	0.0034	-0.0086	0.0238
O	-8.0586	15.4381	26.245	-0.0001	-0.0021	0.0128
O	19.3374	8.6927	26.0155	-0.0024	0.0095	0.0192
O	31.3295	20.987	27.9642	0.0043	0.0038	0.0202
O	17.1525	-6.3639	16.1361	0.0142	-0.0096	-0.0381
O	20.6032	12.6556	28.5723	-0.0047	-0.0022	0.0218
O	-0.2055	20.9911	23.0073	0.0001	0.002	0.0005
O	34.5144	20.6438	24.6168	0.0053	0.0017	0.0083
O	8.1345	13.6549	15.4343	-0.0002	-0.0007	-0.0187
O	-13.1644	-1.6431	20.7404	0.003	-0.0071	-0.0177
O	-15.2464	-1.4658	16.4582	-0.0118	0.0146	-0.0395
O	9.148	13.3321	25.8283	-0.0081	-0.0045	0.0111
O	17.8876	-1.439	28.1937	-0.0089	0.0028	0.0359
O	1.6302	29.988	22.5737	-0.0009	0.0012	-0.0039
O	0.9912	17.4994	28.992	0.0002	-0.0135	0.0271
O	-6.2198	22.8589	21.6362	0.0006	0.0078	-0.0024
O	1.4287	12.3731	17.1112	-0.0077	-0.0088	-0.0326
O	-4.6121	-11.8358	21.925	-0.0003	0.0019	-0.0038
O	15.2916	14.3885	20.5792	-0.0031	0.0012	-0.0207
O	28.3433	17.7531	17.3363	-0.0031	-0.0034	-0.0282
O	9.0577	16.8058	22.4752	0.0026	0.0003	-0.0047
O	8.5113	13.38	18.8421	0.0054	0.0057	-0.0137
O	-0.5021	18.2023	26.9989	0.0109	-0.0007	0.0202
O	3.7806	-2.4554	28.3062	-0.0013	0.0104	0.0283
O	21.9868	17.0044	20.7611	0.0044	0.0037	-0.0152
O	6.6125	24.0284	25.1694	0.0061	-0.004	0.0177
O	3.9282	2.6448	30.1727	-0.0026	-0.0214	0.0404
O	-11.1592	9.9284	32.1273	-0.0079	-0.0038	0.0308
O	-9.8395	6.1082	18.2106	-0.0025	-0.0118	-0.0381
O	9.8385	0.9281	16.3212	-0.0179	0.0082	-0.0414
O	-2.2669	17.6023	20.05	-0.0047	0.0069	-0.0137
O	-6.6131	6.3023	16.2528	-0.0162	0.0128	-0.037
O	2.0268	1.239	19.6528	-0.0004	0.0075	-0.0197
O	7.76	0.2443	26.2956	0.003	-0.0032	0.0206
O	-5.0765	13.2936	18.6483	-0.0061	0.0059	-0.0177
O	-6.1207	4.0531	27.9913	-0.0009	-0.0074	0.0439
O	5.3293	4.9265	30.3711	0.0072	0.0059	0.0379
O	-12.9749	28.1002	25.075	0.0009	0.0081	0.0089
O	6.8001	13.5196	21.0246	0.0011	-0.0006	-0.0138
O	2.5654	8.9571	30.6096	0.0074	-0.0141	0.0544
O	-14.0518	22.3071	29.7004	-0.0034	-0.0046	0.0241
O	2.2489	-3.2869	20.0666	-0.0058	-0.0068	-0.0165
O	-5.8324	0.3753	15.3757	-0.0016	0.0029	-0.0164
O	-16.2115	-11.4758	30.4519	-0.0137	0.0108	0.0355
O	0.8227	22.3279	27.3068	-0.0029	-0.0003	0.016
O	-5.8359	4.9399	18.3928	0.0049	0.0179	-0.0387
O	2.1101	29.0403	26.6372	-0.0036	0.0021	0.0197
O	10.411	12.5945	23.6346	-0.0016	0.002	0.0018
O	-8.0979	4.8653	29.5667	0.0045	-0.0069	0.0235
O	15.1967	10.4693	23.7516	-0.0015	0	0.0055
O	-3.5398	13.2748	27.7647	0.0037	-0.0007	0.0346

Results
free energy: -134623.675 eV
free energy less fixed offsets of O -570.45, Si -639.56 eV per atom: -2.155 eV

The program warned: the cutoff lies below the one the program advises for these potential files; the forces do not sum to zero within the program's tolerance; empty levels may hold ghost states of the PAW files; the exchange-correlation potential is rough where the density is thin.
